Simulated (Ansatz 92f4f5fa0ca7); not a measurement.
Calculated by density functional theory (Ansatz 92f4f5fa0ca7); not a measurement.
Periodic cell of 351 atoms, Si241O110, from a study of silicon, its oxide and their interface. The atomic structure is a simulated model.
Doubt: the cutoff is far below the 930 eV that the study's wrapper takes by default for these files, so forces and energies are approximate.
This geometry differs little from another in the collection (a relaxation step or a small displacement).

Settings: functional PBE; potential files Ansatz PAW; basis plane waves; wave-function cutoff 580 eV; density cutoff ratio 5; exchange-correlation grid ratio 1; k mesh 1 x 1 x 1, Gamma-centred; self-consistency stop 5e-08 eV per atom in the density residual; occupations fixed; spin none; net charge 0.

Cell vectors (angstrom)
a, 11.6015, 0, 0
b, 0, 13.3963, 0
c, 0, 0, 40.5725

Atoms and the computed forces on them: element, x, y, z (angstrom), force x, y, z (eV/angstrom)
Si, 0, 2.2327, 1.1851, 0.0056, -0.0047, 0.0013
Si, 3.8672, 2.2327, 1.1851, -0.0065, 0.0097, -0.0258
Si, 7.7343, 2.2327, 1.1851, -0.0021, -0.0004, 0.0119
Si, 1.9336, 5.5818, 1.1851, 0.0025, 0.0091, 0.0194
Si, 5.8008, 5.5818, 1.1851, -0.0057, 0.016, 0.0147
Si, 9.6679, 5.5818, 1.1851, 0.0032, 0.01, 0.0072
Si, 0, 8.9308, 1.1851, -0.0075, -0.0074, 0.0114
Si, 3.8672, 8.9308, 1.1851, 0.0093, 0.0093, 0.0067
Si, 7.7343, 8.9308, 1.1851, 0.0078, 0.0037, -0.0202
Si, 1.9336, 12.2799, 1.1851, 0.0011, 0.0035, -0.0099
Si, 5.8008, 12.2799, 1.1851, 0.0045, 0.012, 0.0199
Si, 9.6679, 12.2799, 1.1851, 0.001, -0.0146, -0.0008
Si, 1.9336, 1.1164, 1.9745, 0.0153, -0.0204, 0.0017
Si, 5.8008, 1.1164, 1.9745, -0.031, 0.0073, -0.0023
Si, 9.6679, 1.1164, 1.9745, 0.0081, -0.0103, -0.0103
Si, 0, 4.4654, 1.9745, -0.0045, -0.0322, -0.0123
Si, 3.8672, 4.4654, 1.9745, 0.0065, -0.0601, -0.0095
Si, 7.7343, 4.4654, 1.9745, -0.0089, -0.0262, -0.0106
Si, 1.9336, 7.8145, 1.9745, -0.0013, 0.0102, -0.0121
Si, 5.8008, 7.8145, 1.9745, 0.0095, 0.0163, -0.0046
Si, 9.6679, 7.8145, 1.9745, -0.0326, -0.0094, -0.0021
Si, 0, 11.1635, 1.9745, 0.0035, 0.0036, -0.0007
Si, 3.8672, 11.1635, 1.9745, -0.0217, 0.0019, -0.0014
Si, 7.7343, 11.1635, 1.9745, 0.0184, -0.0223, -0.0032
Si, 1.9336, 1.1164, 4.3426, 0.0356, -0.0191, -0.2061
Si, 5.8008, 1.1164, 4.3426, -0.0846, 0.0435, -0.0817
Si, 9.6679, 1.1164, 4.3426, 0.0202, 0.0119, 0.0126
Si, 0, 4.4654, 4.3426, -0.0104, -0.0766, 0.0109
Si, 3.8672, 4.4654, 4.3426, 0.0238, -0.1169, -0.0346
Si, 7.7343, 4.4654, 4.3426, -0.0397, -0.0451, 0.0288
Si, 1.9336, 7.8145, 4.3426, -0.0011, 0.0625, -0.0519
Si, 5.8008, 7.8145, 4.3426, 0.0266, 0.0623, -0.138
Si, 9.6679, 7.8145, 4.3426, -0.0812, -0.0028, -0.2187
Si, 0, 11.1635, 4.3426, 0.0167, 0.004, 0.0375
Si, 3.8672, 11.1635, 4.3426, -0.0391, 0.0337, 0.0836
Si, 7.7343, 11.1635, 4.3426, 0.0309, -0.0329, -0.0089
Si, 0, 0, 36.2319, 0.0065, -0.187, 0.1173
Si, 3.8672, 0, 36.2319, -0.0867, -0.0202, 0.2062
Si, 7.7343, 0, 36.2319, 0.2008, -0.1694, 0.0753
Si, 1.9336, 3.3491, 36.2319, -0.1114, 0.0513, 0.0111
Si, 5.8008, 3.3491, 36.2319, 0.0149, 0.0887, 0.0854
Si, 9.6679, 3.3491, 36.2319, 0.0384, -0.0477, -0.138
Si, 0, 6.6981, 36.2319, -0.0498, -0.0256, -0.1264
Si, 3.8672, 6.6981, 36.2319, -0.0733, 0.1932, 0.0309
Si, 7.7343, 6.6981, 36.2319, 0.0915, 0.1093, 0.0426
Si, 1.9336, 10.0472, 36.2319, -0.079, -0.0097, -0.129
Si, 5.8008, 10.0472, 36.2319, 0.1207, 0.0765, -0.0647
Si, 9.6679, 10.0472, 36.2319, 0.0289, -0.0164, -0.1924
Si, 0, 0, 38.6, 0.0077, -0.0627, -0.0066
Si, 3.8672, 0, 38.6, -0.0345, 0.0118, 0.0024
Si, 7.7343, 0, 38.6, 0.0678, -0.0503, 0.0037
Si, 1.9336, 3.3491, 38.6, -0.0333, 0.0223, 0.0051
Si, 5.8008, 3.3491, 38.6, -0.0043, 0.0346, 0.0083
Si, 9.6679, 3.3491, 38.6, 0.0114, -0.0122, 0.0047
Si, 0, 6.6981, 38.6, -0.0159, -0.0065, 0.0028
Si, 3.8672, 6.6981, 38.6, -0.0203, 0.0892, 0.0093
Si, 7.7343, 6.6981, 38.6, 0.0302, 0.0491, -0.0002
Si, 1.9336, 10.0472, 38.6, -0.0187, 0.0038, -0.0003
Si, 5.8008, 10.0472, 38.6, 0.0464, 0.0394, 0.0022
Si, 9.6679, 10.0472, 38.6, 0.0017, 0.0021, 0
Si, 0, 2.2327, 39.3894, 0.0014, -0.0009, -0.0117
Si, 3.8672, 2.2327, 39.3894, 0.0048, -0.0137, 0.001
Si, 7.7343, 2.2327, 39.3894, -0.0003, -0.0037, -0.0204
Si, 1.9336, 5.5818, 39.3894, 0.0019, -0.0101, -0.0134
Si, 5.8008, 5.5818, 39.3894, 0.0039, -0.0156, -0.0197
Si, 9.6679, 5.5818, 39.3894, -0.0052, -0.0019, -0.0091
Si, 0, 8.9308, 39.3894, 0.0017, 0.005, -0.0158
Si, 3.8672, 8.9308, 39.3894, -0.0072, -0.0166, -0.0056
Si, 7.7343, 8.9308, 39.3894, -0.0064, -0.008, 0.0096
Si, 1.9336, 12.2799, 39.3894, -0.0037, 0.0083, 0.0194
Si, 5.8008, 12.2799, 39.3894, -0.0051, -0.0052, -0.0094
Si, 9.6679, 12.2799, 39.3894, 0.001, 0.0197, 0.0199
Si, 0.1642, 0.0215, 28.9357, -0.0094, 0.0112, -0.1344
Si, 3.9538, 0.2466, 29.2607, -0.0018, 0.0133, -0.1074
Si, 7.7927, 0.1615, 29.1956, -0.0273, -0.032, 0.0532
Si, 2.1009, 3.3083, 29.2462, 0.0203, -0.0011, -0.1013
Si, 5.9042, 3.3968, 29.4513, 0.0114, -0.0161, -0.064
Si, 9.6359, 3.2654, 29.1579, -0.0207, -0.0136, -0.0566
Si, -0.1133, 6.5693, 29.0219, -0.0102, -0.0024, -0.0779
Si, 3.7591, 6.8791, 29.1575, -0.019, 0.0521, -0.0605
Si, 7.5992, 6.663, 29.0187, -0.0154, 0.0179, -0.1039
Si, 2.3495, 10.3691, 28.9032, 0.0122, -0.0227, 0.0193
Si, 5.7889, 10.1245, 29.2331, 0.0113, -0.0394, -0.0769
Si, 9.5115, 10.0424, 28.8252, -0.0168, 0.0046, -0.0955
Si, 0.0574, 2.2285, 29.8195, 0.0237, 0.0034, 0.0152
Si, 3.9619, 2.3377, 30.2569, 0.047, 0.0226, -0.0268
Si, 7.7988, 2.2682, 30.1889, 0.0266, -0.0317, 0.0202
Si, 1.8911, 5.6021, 29.8649, 0.0299, -0.0282, 0.0181
Si, 5.6948, 5.6785, 29.9491, -0.0329, -0.0001, -0.006
Si, 9.5551, 5.5312, 29.8163, -0.0284, -0.0127, 0.0048
Si, -0.2479, 8.828, 29.661, 0.0827, 0.0553, -0.0143
Si, 3.8972, 9.0329, 30.0419, -0.0039, 0.047, -0.0063
Si, 7.6971, 8.9142, 29.8148, 0.0093, -0.0107, 0.0419
Si, 2.0476, 12.4366, 29.9451, 0.0107, -0.0128, -0.0109
Si, 5.8603, 12.3892, 29.9271, 0.0252, 0.0301, -0.0405
Si, 9.7432, 12.2931, 29.6783, 0.0545, 0.0529, 0.0077
Si, 0.0269, 2.2259, 32.2267, 0.0062, -0.0082, -0.0364
Si, 3.9137, 2.2618, 32.5403, -0.0036, -0.0142, -0.003
Si, 7.791, 2.2311, 32.4838, -0.0134, 0.0042, -0.0016
Si, 1.9131, 5.5844, 32.2538, -0.0017, 0.0007, -0.0341
Si, 5.7765, 5.6262, 32.3141, 0.0108, -0.0047, -0.0021
Si, 9.6392, 5.5822, 32.2186, 0.0057, 0.0013, -0.0446
Si, -0.0228, 8.9381, 32.1149, 0.0113, -0.0007, -0.0544
Si, 3.856, 8.9661, 32.3718, -0.013, -0.0035, -0.0104
Si, 7.7471, 8.9317, 32.2142, -0.0185, 0.0016, -0.0072
Si, 1.964, 12.3071, 32.3002, -0.0172, -0.0142, -0.0212
Si, 5.8223, 12.3069, 32.2933, 0.0051, -0.0003, -0.0073
Si, 9.7199, 12.2695, 32.1285, -0.0206, 0.0041, -0.0339
Si, 1.9344, 1.1284, 33.1145, -0.0096, 0.0007, 0.019
Si, 5.8469, 1.1026, 33.1803, 0.0094, -0.0099, 0.0224
Si, 9.7373, 1.0723, 33.0731, 0.0064, -0.0104, 0.0205
Si, -0.0222, 4.4639, 33.0271, 0.0041, -0.008, 0.0195
Si, 3.8522, 4.5287, 33.1361, -0.011, -0.0058, 0.0036
Si, 7.7248, 4.504, 33.1007, -0.0024, 0.0106, 0.0211
Si, 1.895, 7.8255, 33.0323, -0.0351, 0.0021, -0.0015
Si, 5.8154, 7.8506, 33.0897, -0.0037, -0.0001, 0.0169
Si, 9.6769, 7.8218, 33.0133, -0.0073, -0.0082, 0.0267
Si, 0.0147, 11.1541, 33.0053, 0.0004, -0.0195, 0.0024
Si, 3.888, 11.2008, 33.1043, 0.0027, 0.005, 0.0167
Si, 7.7785, 11.1737, 33.0038, 0.0027, -0.0032, 0.0102
Si, 1.9247, 1.1157, 35.4651, -0.0001, -0.0007, 0.0091
Si, 5.8074, 1.1084, 35.5035, -0.0031, -0.0044, 0.0195
Si, 9.6831, 1.1018, 35.4413, -0.0019, 0.0005, 0.0112
Si, -0.0044, 4.4638, 35.4169, -0.0011, 0.0035, 0.0003
Si, 3.8626, 4.4808, 35.4779, 0.0002, 0.005, 0.0183
Si, 7.7335, 4.4769, 35.4569, 0.0027, 0.0089, 0.014
Si, 1.921, 7.8155, 35.4192, 0.0007, -0.0078, 0.0039
Si, 5.8063, 7.8192, 35.4513, 0.0055, -0.0038, 0.0133
Si, 9.6716, 7.8135, 35.4108, -0.0104, -0.0022, -0.0026
Si, -0.0009, 11.1572, 35.4047, 0.0003, 0.0076, 0.005
Si, 3.869, 11.1688, 35.4578, 0.0004, 0.01, 0.0249
Si, 7.7437, 11.1624, 35.4042, -0.001, 0.0017, 0.0025
Si, 0.0091, 0.0069, 5.1279, -0.0001, 0.0051, -0.0038
Si, 3.8632, 0.0074, 5.1354, 0.0069, 0.0029, 0.009
Si, 7.7263, 0.0029, 5.114, -0.0043, 0.0031, -0.0063
Si, 1.9343, 3.3369, 5.1258, -0.0052, -0.0045, -0.0016
Si, 5.8001, 3.3446, 5.1448, 0.004, 0.0059, 0.0055
Si, 9.6656, 3.3477, 5.1355, -0.0005, -0.0004, 0.004
Si, -0.0071, 6.7011, 5.1007, -0.0048, 0.0047, -0.0078
Si, 3.8715, 6.6937, 5.0991, 0.001, -0.011, -0.0188
Si, 7.7299, 6.6987, 5.1176, 0.0013, -0.0045, -0.0064
Si, 1.9303, 10.0475, 5.1419, -0.0035, -0.0048, 0.0012
Si, 5.8017, 10.0507, 5.1277, -0.0013, 0.0009, -0.001
Si, 9.6715, 10.0366, 5.1265, 0.0024, -0.0056, -0.0085
Si, 0.0154, 0.0085, 7.4914, 0.0139, 0.0039, -0.0269
Si, 3.8468, 0.0137, 7.5079, -0.0095, 0.0051, -0.0159
Si, 7.7065, -0.0085, 7.467, -0.0046, -0.0054, -0.0263
Si, 1.9218, 3.3037, 7.4901, 0.0054, -0.0083, -0.018
Si, 5.797, 3.3224, 7.5243, 0.0011, -0.0077, -0.0202
Si, 9.6494, 3.3381, 7.5067, -0.001, 0.007, -0.0234
Si, -0.0355, 6.6897, 7.4449, -0.0029, 0.0011, -0.0131
Si, 3.8669, 6.6634, 7.4408, 0.0063, -0.0018, -0.0212
Si, 7.7044, 6.6923, 7.4736, -0.0007, 0.0077, -0.0128
Si, 1.9256, 10.0282, 7.5174, 0.0068, 0.0061, -0.0219
Si, 5.7947, 10.046, 7.491, 0.0102, 0.0139, -0.0214
Si, 9.6762, 10.0007, 7.4894, 0, 0.0011, -0.0104
Si, -0.025, 2.2374, 8.3274, 0.0074, 0.004, 0.0271
Si, 3.8594, 2.2363, 8.3608, 0.0028, 0.0043, 0.0565
Si, 7.7338, 2.1976, 8.3147, -0.0041, 0.0122, 0.0325
Si, 1.9032, 5.5579, 8.1276, 0.004, 0.0144, 0.0136
Si, 5.7874, 5.5616, 8.2773, 0.0088, 0.0058, 0.0159
Si, 9.6335, 5.5892, 8.2496, 0.0088, -0.008, 0.0071
Si, 0.0052, 8.8791, 8.3221, 0.0061, 0.0121, 0.0319
Si, 3.8752, 8.8804, 8.2204, -0.0125, -0.0032, 0.016
Si, 7.7204, 8.9152, 8.2766, 0.0014, 0.0029, 0.0241
Si, 1.9368, 12.2697, 8.3146, 0.0034, -0.0002, 0.0323
Si, 5.7663, 12.2883, 8.2779, 0.0153, -0.0062, 0.0298
Si, 9.665, 12.2665, 8.1343, -0.0046, 0.0096, 0.0053
Si, -0.0496, 2.2555, 10.7229, -0.0037, -0.0041, -0.0497
Si, 3.8503, 2.257, 10.781, -0.0225, 0.0057, -0.0021
Si, 7.7481, 2.1519, 10.7023, 0.0071, -0.0394, -0.0414
Si, 1.873, 5.5348, 10.4376, -0.0245, 0.0094, 0.0033
Si, 5.7808, 5.5403, 10.6506, -0.0002, -0.0006, -0.0189
Si, 9.5967, 5.6035, 10.6065, -0.0231, 0.0387, -0.0457
Si, 0.0299, 8.823, 10.7225, -0.0008, -0.0009, -0.0025
Si, 3.8965, 8.8088, 10.5622, 0.0055, -0.0485, -0.0239
Si, 7.7187, 8.9175, 10.6473, -0.0072, 0.0165, -0.0645
Si, 1.9469, 12.2522, 10.7018, -0.0158, -0.0104, -0.0357
Si, 5.7336, 12.2867, 10.6507, -0.0251, 0.0072, 0.0061
Si, 9.6769, 12.2387, 10.4401, -0.0172, -0.0484, -0.0252
Si, 1.8789, 1.1255, 11.4587, -0.0173, 0.0308, 0.1142
Si, 5.7934, 1.1124, 11.5332, 0.0098, -0.0083, 0.1192
Si, 9.6921, 0.9687, 11.4399, 0.0248, 0.0072, 0.1663
Si, -0.0593, 4.5617, 11.3789, -0.0042, 0.03, 0.1681
Si, 3.7636, 4.5602, 11.4021, -0.0047, 0.0027, 0.159
Si, 7.7223, 4.407, 11.3971, 0.0334, -0.0135, 0.1506
Si, 2.0125, 7.6627, 11.3911, 0.0232, -0.0145, 0.1167
Si, 5.8322, 7.7507, 11.4726, 0.0172, 0.0104, 0.1685
Si, 9.6159, 7.8118, 11.4952, -0.0327, 0.009, 0.1509
Si, -0.0339, 11.1046, 11.2736, -0.0181, 0.0296, 0.211
Si, 3.8646, 10.9938, 11.3687, 0.0221, -0.0431, 0.0839
Si, 7.7274, 11.2002, 11.2404, 0.0278, 0.0139, 0.0959
O, 9.8021, 0.6747, 13.076, -0.0047, 0.0309, -0.1295
O, 11.5189, 4.9673, 12.9947, -0.0013, -0.0474, -0.1224
O, 1.706, 1.2265, 13.1314, 0.0337, -0.0076, -0.1111
O, -3.7157, 24.7776, 12.8741, -0.0434, 0.0069, -0.0804
O, 3.5488, 4.948, 13.0284, 0.0308, -0.0624, -0.1269
O, 5.9298, 1.124, 13.2101, -0.0114, 0.0036, -0.1089
O, 7.8633, 17.8227, 13.0591, -0.029, 0.0054, -0.1312
O, 11.3753, 11.1807, 12.9108, 0.0599, -0.0148, -0.0706
O, 5.8848, 7.709, 13.1473, 0.0074, 0.005, -0.1254
O, 9.4052, 7.8449, 13.1585, 0.0107, 0.0102, -0.142
O, 3.953, -2.8719, 12.9891, -0.0042, 0.0402, -0.0972
O, 2.2669, 7.3559, 13.031, -0.0194, 0.0416, -0.1139
O, 11.4869, 6.4668, 27.3437, 0.0089, -0.0281, 0.0777
O, 3.8712, 0.6375, 27.6222, 0.0328, -0.0021, 0.0896
O, 6.2044, 3.1466, 27.8178, -0.0331, 0.0245, 0.035
O, 28.8326, 23.4423, 27.5778, 0.027, 0.0361, 0.0574
O, 47.3547, 63.1207, 28.7551, -0.0283, -0.0106, 0.0987
O, 2.5398, 2.9816, 27.6652, -0.04, 0.0342, 0.096
O, 2.8569, 10.6678, 27.3745, -0.0073, -0.0163, 0.0081
O, 7.326, 6.5341, 27.3609, 0.0144, 0.0018, 0.1083
O, 3.557, 7.2309, 27.5032, 0.0169, -0.0578, 0.0599
O, 0.5072, 13.4218, 27.2879, -0.0524, 0.0043, 0.148
O, 9.4059, 9.9298, 27.1278, -0.0051, 0.0318, 0.1068
O, 9.3008, 2.9763, 27.5305, 0.0158, 0.0376, 0.0672
Si, 2.1516, 2.4145, 19.0583, -0.025, -0.031, -0.0267
Si, 10.0498, 4.0445, 18.9245, 0.0196, -0.0632, -0.0453
Si, 9.6216, 0.2164, 14.6312, -0.0114, 0.0577, 0.0874
Si, 2.949, 10.9224, 25.778, -0.0674, -0.0153, -0.0204
Si, 7.3624, 11.6681, 14.3773, 0.0635, -0.0337, 0.0915
Si, 7.5544, 9.0694, 16.1299, 0.0061, -0.0086, 0.0418
Si, 2.6601, 0.8021, 14.3748, -0.0602, 0.0125, 0.0727
Si, 8.1175, 7.5514, 23.3736, 0.0706, 0.0509, -0.0528
Si, 2.3076, 0.0064, 17.1342, 0.0023, -0.0348, 0.0727
Si, 1.2072, 5.2742, 18.8376, 0.006, -0.0058, 0.0488
Si, 5.4485, 1.8272, 14.6148, 0.039, -0.0172, 0.0121
Si, 3.6114, 6.4226, 23.3442, -0.0522, 0.0516, -0.1286
Si, 5.4841, 3.7976, 26.5164, 0.0458, -0.0039, 0.0232
Si, 4.1843, 11.4204, 14.3282, -0.0031, -0.0221, 0.0871
Si, 7.14, 15.3017, 21.6422, -0.015, -0.0261, 0.0191
Si, 3.3407, 1.9098, 26.7219, -0.035, -0.0734, 0.0458
Si, 7.206, 4.3216, 19.8835, 0.0163, -0.0137, -0.0115
Si, 5.6991, 7.1379, 14.674, 0.048, 0.013, 0.0727
Si, 5.5279, 0.119, 17.2079, -0.0127, -0.029, 0.0364
Si, 11.2803, 10.9658, 14.5018, -0.0385, -0.0367, 0.0103
Si, 1.2098, 13.5362, 25.8086, -0.0335, -0.0554, -0.0491
Si, 5.3117, 2.1362, 19.4896, -0.0144, -0.0618, -0.026
Si, 12.8779, 5.313, 21.9026, -0.035, 0.0159, -0.0164
Si, 7.6023, 13.3734, 26.8728, 0.0073, 0.0224, 0.0119
Si, 2.9091, 6.1479, 13.96, 0.0058, 0.0105, -0.0178
Si, 11.2555, 7.0364, 23.5856, -0.0411, 0.0787, -0.0582
Si, 6.7418, 10.9389, 18.3905, 0.0309, -0.0473, -0.0267
Si, 9.8519, 3.1588, 15.9645, 0.0098, -0.0038, 0.0214
Si, 7.2511, 4.3815, 14.5674, 0.0593, 0.0255, 0.0663
Si, 9.9556, 8.0294, 14.6919, -0.0016, 0.0124, 0.1018
Si, 8.3328, 12.4349, 20.8025, -0.0116, -0.0273, -0.0318
Si, -0.5843, 11.5055, 21.3116, 0.0337, -0.0221, 0.0138
Si, 0.01, 2.7035, 21.25, 0.0082, 0.0202, -0.0058
Si, 8.7726, 10.8347, 25.9032, 0.0432, 0.0064, -0.0476
Si, 0.4066, 5.4564, 26.1671, -0.0952, 0.0388, -0.0737
Si, 10.9003, 13.7671, 23.3324, 0.0062, -0.0007, -0.0189
Si, 2.1546, 8.1377, 18.3793, -0.0068, 0.0303, -0.0224
Si, 7.5918, 5.8278, 25.9117, 0.0767, 0.0296, -0.0287
Si, 8.9475, 10.4262, 22.948, -0.0085, -0.0392, -0.046
Si, 5.8637, 11.0185, 26.2962, -0.0018, -0.0139, -0.0367
Si, 5.9929, 6.7726, 21.318, 0.0269, 0.0069, 0.03
Si, 3.4965, 6.0283, 26.396, 0.0186, 0.0666, -0.0002
Si, 1.8203, 8.9476, 23.6183, -0.027, 0.0015, 0.0019
Si, 9.7638, 3.6911, 26.1349, -0.0029, -0.0449, -0.0297
Si, 2.1522, 10.5884, 16.3647, -0.073, -0.0028, 0.1027
Si, 4.5281, 9.1548, 19.7707, -0.0001, -0.0052, -0.0152
Si, 13.3615, 9.9214, 20.7121, -0.0148, -0.0132, 0.0222
Si, 0.0935, 5.3439, 14.5707, -0.0653, -0.0511, 0.034
Si, 8.3866, 14.9602, 24.393, 0.0162, -0.0762, -0.0197
O, 4.1172, 6.7475, 14.8977, -0.0679, -0.0118, -0.0293
O, 5.9917, 1.0183, 15.9293, -0.0347, 0.0161, -0.0233
O, 5.474, 8.2018, 20.7094, -0.006, -0.0002, 0.0035
O, 1.867, 11.8437, 17.4016, 0.0219, 0.0072, -0.049
O, 11.1718, 5.2353, 18.8033, 0.0042, 0.0199, -0.0048
O, 5.7506, 11.8038, 14.4843, -0.0355, 0.0057, -0.0412
O, 11.5424, 5.9012, 24.6878, 0.0364, -0.0607, 0.1127
O, 7.569, 14.5504, 25.7416, -0.0157, 0.0192, 0.0095
O, 1.6923, 6.608, 18.0161, 0.0004, -0.0073, -0.0035
O, 6.2264, 3.3873, 18.9629, 0.0081, 0.0259, -0.0029
O, 2.4288, 9.6665, 24.9154, -0.0032, -0.0204, 0.025
O, 11.374, 3.9514, 26.313, 0.0254, 0.013, 0.0559
O, 3.7576, 8.1586, 18.7204, 0.0115, -0.0021, 0.0147
O, 9.5398, 10.7313, 24.4624, -0.0191, -0.0103, 0.0646
O, 9.9825, 3.1271, 17.5844, 0.0084, 0.0199, 0.0324
O, 8.1091, 13.0303, 14.8901, -0.0311, -0.0263, -0.0595
O, 11.4184, 12.4072, 22.6145, -0.0075, 0.0106, 0.0253
O, 11.6824, 13.9122, 24.7274, -0.009, -0.004, 0.0502
O, 3.3886, 12.7976, 14.0004, 0.0137, -0.0126, -0.051
O, 5.5951, 1.8249, 21.0803, 0.0176, 0.0111, 0.009
O, 10.9457, 6.7525, 14.9781, 0.0096, -0.0235, -0.0455
O, 6.3138, 12.0812, 17.2888, -0.0127, 0.0222, -0.0145
O, 10.4491, 3.0455, 20.1568, -0.0078, -0.0006, 0.014
O, 1.7692, 1.0493, 18.2484, 0.0029, 0.0344, -0.0037
O, 1.8979, 9.1671, 17.1243, 0.0077, -0.0249, -0.0034
O, 7.4726, 6.9865, 24.7664, -0.0168, -0.0378, 0.0632
O, 7.9151, 14.0043, 20.9917, 0.0069, 0.0115, 0.0024
O, 11.0981, 4.0656, 15.4006, 0.06, 0.0575, -0.0394
O, 2.9023, 7.8571, 23.0765, 0.0292, -0.038, 0.0319
O, 9.6851, 7.197, 23.3533, -0.0279, -0.0204, 0.0264
O, 8.851, 12.3777, 26.4431, 0.0055, -0.0029, 0.0328
O, 10.2283, 10.18, 21.9321, -0.0245, 0.0323, 0.0176
O, 7.5329, 9.6909, 17.6542, -0.01, 0.0426, 0.0036
O, 5.4117, 10.2773, 19.028, -0.037, 0.006, 0.0232
O, 8.4532, 3.8997, 15.5551, -0.0672, 0.0424, -0.0465
O, 3.384, 10.0718, 20.5314, -0.0023, -0.0005, 0.0002
O, 11.9764, 8.3874, 24.1192, 0.025, -0.015, 0.0266
O, 12.9453, 8.671, 19.7185, 0.0077, 0.0131, 0.0218
O, 7.4131, 6.8779, 22.0902, -0.0363, -0.0017, -0.0082
O, 6.1831, 12.5554, 26.7378, -0.0279, 0.0105, 0.0502
O, 10.6085, 9.5178, 14.8455, 0.0096, 0.029, -0.0672
O, 4.0583, 6.3864, 24.9118, 0.0059, -0.0109, 0.0618
O, 9.8825, 1.585, 15.4991, 0.0052, -0.0725, -0.0602
O, 0.3534, 4.0076, 22.1563, 0.0033, -0.0078, 0.0105
O, 10.5873, 12.3458, 15.0779, 0.0329, -0.0252, -0.0783
O, 1.3793, 2.2656, 20.4804, 0.0081, -0.0073, 0.0153
O, 6.2941, 19.0386, 20.1893, -0.0026, -0.0059, -0.0187
O, 4.5479, 2.6311, 25.8577, 0.0079, 0.0087, 0.0061
O, 3.8138, 1.9299, 14.6374, -0.0133, 0.0222, -0.0347
O, 12.3106, 11.1468, 20.3713, 0.0067, -0.0177, 0.0005
O, 8.0738, 11.6237, 22.2231, 0.0004, 0.0069, 0.0366
O, 11.9419, 6.6204, 22.169, 0.011, -0.026, -0.0037
O, 9.3758, 2.7957, 24.8288, 0.0275, 0.0741, 0.0717
O, 2.2804, 1.3501, 25.6466, 0.0455, 0.0584, 0.0471
O, 13.1278, 9.8565, 22.3195, -0.0028, 0.0068, -0.0201
O, 1.9946, 12.1738, 25.3912, 0.003, -0.0048, 0.0504
O, 8.7705, 8.006, 15.835, 0.0378, -0.014, -0.0726
O, 6.6623, 5.8471, 14.958, 0.0129, -0.0107, -0.0569
O, 7.8254, 10.3563, 15.1912, 0.0012, 0.0415, -0.0458
O, 1.7455, 0.578, 15.7029, 0.0224, 0.0216, -0.0465
O, 6.1499, 8.3009, 15.7478, -0.046, -0.0094, -0.0686
O, 7.6717, 3.3867, 21.1605, -0.0017, 0.0021, 0.0138
O, 1.7378, 3.8125, 18.281, -0.0012, 0.0118, -0.0112
O, 7.9585, 22.5458, 23.1298, -0.0126, 0.0037, 0.0208
O, 4.4837, 4.9447, 27.0862, -0.0189, -0.0106, 0.0118
O, 9.3147, 13.7821, 23.744, -0.0068, -0.003, 0.0069
O, 2.0183, 5.4017, 26.229, 0.0078, -0.034, 0.0315
O, 14.1421, 5.2562, 22.9382, 0.0412, -0.0041, 0.0334
O, 9.9332, 12.3642, 20.4303, -0.0048, 0.0136, -0.015
O, 4.529, 11.0827, 25.369, 0.0371, -0.0057, 0.0539
O, 7.2075, 10.4497, 25.5581, -0.0209, -0.0152, 0.0238
O, 3.749, 2.4604, 19.2909, 0.0244, 0.0201, 0.0162
O, 7.264, 15.3248, 23.2655, -0.0107, 0.0106, -0.0086
O, 6.0138, 3.34, 14.68, -0.0466, -0.0245, -0.0437
O, 8.5936, 4.7534, 19.1454, -0.0398, 0.0171, 0.0256
O, 5.8023, 0.8511, 18.6261, -0.0005, 0.0336, 0.0048
O, 1.6961, 5.5408, 14.8835, 0.055, 0.0088, -0.0166
O, -0.486, 14.9717, 22.2742, -0.0066, 0.0069, 0.0071
O, 3.6525, 10.669, 15.6869, 0.0505, 0.0193, -0.072
O, 13.401, 5.4107, 20.362, 0.0188, 0.0011, -0.0049
O, 4.8972, 6.2366, 22.3904, -0.0098, -0.0068, 0.0454
O, 6.567, 4.5705, 25.5683, -0.0498, -0.0444, 0.0144
O, 1.1675, 10.8059, 15.1062, 0.0131, 0.0151, -0.0486
O, 7.5726, 11.6723, 19.5785, 0.0133, 0.0218, 0.0248
O, 9.0781, 5.1642, 25.9457, 0.0015, 0.0272, 0.0385
O, 3.9262, -0.0661, 17.0674, 0.0208, 0.0167, -0.0153

Results
free energy: -215763.608 eV
free energy less fixed offsets of O -568.88, Si -635.61 eV per atom: -4.798 eV

The program warned: the cutoff lies below the one the program advises for these potential files; the forces do not sum to zero within the program's tolerance; the exchange-correlation potential is rough where the density is thin.
